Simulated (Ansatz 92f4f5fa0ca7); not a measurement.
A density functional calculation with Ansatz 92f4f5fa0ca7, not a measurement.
Periodic cell of 212 atoms, Si132O80, from a study of silicon, its oxide and their interface. The atomic structure is a simulated model.
Doubt: the cutoff is far below the 930 eV that the study's wrapper takes by default for these files, so forces and energies are approximate.
This geometry differs little from another in the collection (a relaxation step or a small displacement).

Settings: functional PBE; potential files Ansatz PAW; basis plane waves; wave-function cutoff 580 eV; density cutoff ratio 5; exchange-correlation grid ratio 1; k mesh 1 x 1 x 1, Gamma-centred; self-consistency stop 5e-08 eV per atom in the density residual; occupations fixed; spin none; net charge 0.

Cell vectors (angstrom)
a, 10.938, 0, 0
b, 0, 10.938, 0
c, 0, 0, 31.5756

Atoms and the computed forces on them: element, x, y, z (angstrom), force x, y, z (eV/angstrom)
Si, -0.5533, 0.5953, 24.0738, -0.0047, -0.0029, 0.0029
Si, 6.1531, -0.5236, 23.9715, 0.0013, 0.0001, 0.0044
Si, 2.3394, 3.2007, 24.3885, 0.0027, 0.0021, 0.0029
Si, 8.6426, 2.407, 24.2763, 0.0141, 0.0084, 0.0074
Si, 0.5228, 4.8518, 24.1628, 0.0012, -0.0015, 0.0013
Si, 5.1549, 5.7177, 24.2539, 0.0053, 0.0077, 0.0039
Si, 3.3198, 7.5145, 24.1199, -0.0029, -0.0042, 0.005
Si, 7.769, 8.624, 24.2078, -0.0028, 0.0003, 0.0034
Si, 1.3115, 1.348, 25.3837, 0.0008, 0.0018, -0.0014
Si, 6.8837, 1.289, 25.3758, -0.004, -0.0051, -0.0016
Si, 4.0784, 4.1423, 25.625, -0.0051, -0.0027, -0.0059
Si, 9.6946, 4.0634, 25.5311, -0.0057, -0.0058, -0.0047
Si, 1.437, 6.7432, 25.3588, 0.0015, 0.0036, -0.003
Si, 6.8332, 6.8539, 25.4648, -0.0019, -0.0016, -0.0038
Si, 4.2098, 9.4974, 25.1689, 0.0013, 0.0005, -0.001
Si, 9.5732, 9.643, 25.343, 0.0011, 0.0032, -0.0027
Si, 2.7751, -0.0632, 26.6533, 0.0001, -0.0006, 0.0008
Si, 8.2229, -0.0195, 26.8205, 0.0011, -0.0014, 0.0065
Si, 0.0566, 2.6816, 26.8797, 0.0014, 0.0027, 0.0059
Si, 5.504, 2.6793, 26.7705, 0.0022, 0.001, 0.0017
Si, 2.7024, 5.4955, 26.9017, -0.0003, 0.0004, 0.0107
Si, 8.2348, 5.4634, 26.7732, 0.0011, 0.0013, 0.0012
Si, 0.0266, 8.2022, 26.6862, -0.0003, -0.0024, 0.0019
Si, 5.4565, 8.2257, 26.7929, 0.0008, -0.0007, 0.0047
Si, 4.1018, 1.3673, 28.1573, -0.0839, -0.3711, -0.5456
Si, 9.5708, 1.3673, 28.1573, -0.0733, -0.1375, 0.4797
Si, 1.3673, 4.1018, 28.1573, 0.0403, -0.1529, 0.8387
Si, 6.8362, 4.1018, 28.1573, 0.1736, -0.1918, -0.2928
Si, 4.1018, 6.8362, 28.1573, -0.0336, 0.4701, 0.4439
Si, 9.5708, 6.8362, 28.1573, 0.224, 0.2307, -0.4264
Si, 1.3673, 9.5708, 28.1573, 0.2284, -0.1622, -0.7265
Si, 6.8362, 9.5708, 28.1573, -0.0539, -0.0108, 0.1947
Si, 0, 0, 29.5246, -0.0801, 0.0734, -0.0198
Si, 5.469, 0, 29.5246, -0.0114, -0.0459, 0.0331
Si, 2.7345, 2.7345, 29.5246, -0.0842, 0.092, 0.0147
Si, 8.2035, 2.7345, 29.5246, 0.0447, 0.0059, 0.0362
Si, 0, 5.469, 29.5246, 0.0029, -0.0712, 0.0324
Si, 5.469, 5.469, 29.5246, -0.0245, 0.0481, -0.0404
Si, 2.7345, 8.2035, 29.5246, 0.0932, 0.0165, 0.0462
Si, 8.2035, 8.2035, 29.5246, -0.0445, 0.0391, -0.0077
Si, 1.3673, 1.3673, 30.8918, 0.0464, -0.0504, 0.0098
Si, 6.8362, 1.3673, 30.8918, -0.0142, 0.0585, -0.0341
Si, 4.1018, 4.1018, 30.8918, 0.037, -0.0873, 0.0059
Si, 9.5708, 4.1018, 30.8918, -0.0273, 0.0269, -0.0234
Si, 1.3673, 6.8362, 30.8918, 0.0144, 0.0369, -0.0311
Si, 6.8362, 6.8362, 30.8918, 0.0451, -0.0484, 0.0098
Si, 4.1018, 9.5708, 30.8918, -0.0734, -0.023, -0.0127
Si, 9.5708, 9.5708, 30.8918, 0.0779, -0.0299, 0.0014
Si, 2.7345, 0, 0.6835, 0.0457, 0.0144, 0.0355
Si, 8.2035, 0, 0.6835, -0.0372, 0.0349, 0.0219
Si, 0, 2.7345, 0.6835, -0.0527, 0.0817, -0.0283
Si, 5.469, 2.7345, 0.6835, 0.0641, -0.0631, 0.0323
Si, 2.7345, 5.469, 0.6835, -0.0528, 0.03, 0.0298
Si, 8.2035, 5.469, 0.6835, 0.0318, -0.0528, 0.0362
Si, 0, 8.2035, 0.6835, -0.0453, -0.0296, 0.0261
Si, 5.469, 8.2035, 0.6835, -0.0703, 0.1116, -0.0247
Si, 4.1018, 1.3673, 2.0507, -0.0496, 0.1072, -0.0326
Si, 9.5708, 1.3673, 2.0507, 0.1714, 0.0277, -0.0186
Si, 1.3673, 4.1018, 2.0507, -0.0487, -0.2026, -0.0121
Si, 6.8362, 4.1018, 2.0507, -0.0044, 0.0536, -0.0228
Si, 4.1018, 6.8362, 2.0507, 0.0742, -0.0216, 0.0078
Si, 9.5708, 6.8362, 2.0507, 0.0286, 0.0782, -0.0034
Si, 1.3673, 9.5708, 2.0507, 0.0093, 0.0139, -0.001
Si, 6.8362, 9.5708, 2.0507, -0.0804, -0.2132, -0.0327
Si, 0, 0, 3.418, -0.1892, 0.265, -0.2902
Si, 5.469, 0, 3.418, 0.0401, -0.1327, 0.4157
Si, 2.7345, 2.7345, 3.418, 0.1389, -0.0522, -0.895
Si, 8.2035, 2.7345, 3.418, -0.0542, 0.1975, 0.632
Si, 0, 5.469, 3.418, -0.1993, 0.0104, 0.1963
Si, 5.469, 5.469, 3.418, 0.2402, 0.089, -0.1575
Si, 2.7345, 8.2035, 3.418, -0.0649, 0.0701, 0.3737
Si, 8.2035, 8.2035, 3.418, -0.3626, -0.1427, -0.3262
Si, 1.4084, 1.3779, 4.7214, 0.0073, 0.0101, -0.0149
Si, 6.8189, 1.3717, 4.8433, -0.0058, 0.006, -0.0032
Si, 4.0688, 4.1085, 4.7032, 0.0023, 0.0014, -0.0062
Si, 9.5214, 4.1949, 4.8716, -0.0007, -0.0028, -0.0026
Si, 1.325, 6.8489, 4.803, 0.0025, 0.0026, -0.0014
Si, 6.8485, 6.8201, 4.821, 0.0005, 0.0001, -0.0043
Si, 4.1183, 9.5397, 4.8525, 0.0047, -0.0016, -0.0016
Si, 9.466, 9.6479, 4.7097, -0.001, -0.0009, -0.0056
Si, 2.6752, -0.0337, 6.165, -0.0097, -0.009, 0.0023
Si, 8.1968, 0.0383, 6.2527, 0.0229, 0.0037, 0.011
Si, 0.1273, 2.8651, 6.0567, 0.0146, 0.0046, 0.015
Si, 5.3275, 2.7111, 6.1148, -0.0043, -0.0106, 0.0018
Si, 2.8145, 5.5318, 6.1064, 0.0031, -0.006, 0.0069
Si, 8.1237, 5.5061, 6.4011, -0.0026, 0.0034, 0.0013
Si, -0.2153, 8.1895, 6.0067, -0.0073, -0.0029, 0.0022
Si, 5.4876, 8.1527, 6.245, -0.0017, -0.0008, 0.0094
Si, 3.4475, 1.8395, 7.3558, 0.0202, 0.0183, -0.0027
Si, 10.2789, 0.9369, 7.0605, -0.023, -0.0061, -0.0067
Si, 1.999, 3.734, 7.3217, -0.0152, -0.0124, 0.0171
Si, 6.2548, 4.3919, 7.4457, -0.0078, -0.0041, -0.0024
Si, 4.6282, 6.2437, 7.4347, 0.0088, 0.0214, 0.0045
Si, 8.9181, 7.5575, 7.4635, 0.0012, 0.0111, -0.0102
Si, 0.7715, 9.9473, 7.1523, 0.0077, 0.006, -0.0004
Si, 7.0883, 9.272, 7.56, -0.0081, -0.008, -0.0087
O, 0.7257, 9.5492, 8.7726, -0.0012, -0.0005, 0
O, 2.4276, 4.0934, 9.1486, -0.0418, -0.1131, -0.0611
O, 10.5904, 1.4483, 8.6402, 0.0046, 0.0009, 0.0068
O, 6.3828, 9.6752, 9.0396, -0.0004, 0.0026, 0.0068
O, 3.3238, 1.6345, 9.0353, -0.0019, -0.0014, 0.0024
O, 4.115, 6.3259, 9.0109, -0.0548, -0.0432, 0.028
O, 6.3224, 3.6421, 8.9528, 0.0023, -0.0009, 0.0033
O, 9.5511, 7.7428, 8.997, 0.0024, -0.0088, 0.0067
O, 3.121, 2.8319, 22.9594, -0.0013, 0.0034, -0.006
O, 6.2317, 10.739, 22.3106, 0.0005, 0.001, -0.0024
O, 8.0996, 3.251, 22.9531, -0.0043, 0.0018, -0.0044
O, 0.0239, 4.9406, 22.5538, 0.0021, -0.0005, -0.0031
O, 8.129, 8.1947, 22.6365, 0, -0.0039, -0.0038
O, 2.6785, 7.6879, 22.5785, -0.0002, 0.0002, -0.0018
O, 5.8785, 4.8157, 23.0278, 0.0016, -0.0023, -0.0019
O, 10.7845, 11.1881, 22.4837, 0.0011, 0.0002, -0.0016
Si, 7.0653, 0.1714, 20.9366, -0.001, -0.0001, 0.0024
Si, 6.9824, 2.3947, 14.7059, -0.0001, 0, -0.0003
Si, 6.7999, 2.399, 9.91, -0.0017, 0.0003, -0.0047
Si, 3.1866, 3.6693, 21.5723, -0.0031, -0.0044, 0.0009
Si, -3.1596, 7.211, 21.3855, 0.0009, -0.0028, 0.0049
Si, -0.6079, 9.0533, 9.5943, 0.0015, 0.009, -0.0022
Si, 10.0762, 11.3893, 21.0203, 0.0008, 0.0006, 0.003
Si, 3.991, 3.0082, 14.6931, 0.0005, 0.0001, 0.0002
Si, 4.8386, -6.2844, 18.1348, -0.0003, 0.0005, 0.0018
Si, 7.297, 4.3155, 12.3491, -0.0035, -0.0022, -0.0017
Si, -1.9918, 7.8545, 16.7019, 0.0002, 0, 0.0018
Si, 5.7834, 10.4489, 10.3647, -0.0001, 0.0004, -0.0031
Si, 3.4481, -1.7319, 12.0807, 0.0012, 0.0009, -0.0034
Si, 7.2992, 10.5041, 13.1796, -0.001, 0.0005, -0.002
Si, 16.1011, -3.8313, 19.7235, -0.0001, -0.0002, 0.0015
Si, 14.0409, 0.2041, 14.3097, 0.0008, -0.0002, -0.0003
Si, 7.1875, 4.3351, 22.1645, 0.0017, 0.0022, -0.0019
Si, 0.574, 4.8167, 21.013, 0.0027, -0.0015, 0.0041
Si, 2.8729, 2.7487, 10.136, -0.0086, -0.0061, -0.0109
Si, 11.3191, 1.0303, 14.8743, 0.0003, 0.0002, 0.0004
Si, 9.4958, 1.0009, 9.7528, 0, -0.0006, -0.0058
Si, 15.214, 15.4898, 12.0458, 0.0029, -0.0011, -0.0029
Si, 5.0787, 8.955, 14.533, -0.0001, -0.0008, 0.0006
Si, 11.5698, 7.9817, 12.1557, 0.0021, 0.0076, 0.0037
Si, 10.1626, 5.2724, 12.7677, -0.0015, -0.0017, 0.0042
Si, 9.868, 9.4463, 14.2289, -0.0009, -0.0004, 0.001
Si, 5.6946, 2.7091, 19.9664, -0.0008, 0.0016, 0.0018
Si, 8.8519, 9.1188, 19.5203, 0.0002, 0, 0.0016
Si, 2.7413, 6.6926, 21.288, 0.0003, 0.0004, 0.002
Si, 9.3705, 2.7368, 16.5859, 0.0006, -0.0004, 0.0017
Si, 11.1939, 2.3157, 11.9572, 0.0028, -0.0046, -0.0036
Si, -0.139, 2.7953, 19.1063, 0.0008, 0.0002, 0.0024
Si, 2.7007, 5.8501, 9.7512, 0.1358, 0.1293, 0.0234
Si, -0.446, -5.5258, 15.9905, 0.0003, 0.0008, 0.0019
Si, 5.9208, -3.8887, 16.8714, 0.0004, -0.0002, 0.0016
Si, 2.06, 3.9014, 17.1029, 0.001, -0.0001, 0.002
O, 19.0647, 1.7217, 9.2606, -0.0002, 0.0004, 0.0011
O, 16.7824, 5.0615, 12.1022, 0.0015, -0.0008, 0.0019
O, 9.3812, 4.3572, 16.5398, 0, 0.0003, 0
O, 4.1474, -0.763, 15.1122, 0.0003, -0.0001, 0.0007
O, 12.6461, 3.636, 20.908, 0.0059, 0.0046, 0.0043
O, 1.2751, 6.2751, 20.6673, -0.0008, -0.0019, 0.0009
O, 10.7791, 3.8376, 12.3066, 0.0003, 0.0036, 0.0006
O, -0.4703, 4.24, 19.8819, 0.0007, -0.0009, -0.0001
O, -1.4088, -8.6006, 18.1603, 0, -0.0002, -0.0012
O, 4.316, 9.783, 10.7888, 0.0001, -0.0008, 0.0032
O, 3.4625, 5.2869, 21.8027, -0.0014, -0.0017, -0.0015
O, 10.9058, 1.5893, 20.2032, 0.0004, 0, 0
O, -4.1623, 3.6017, 20.779, -0.0006, 0.0013, 0.0035
O, -2.8758, 5.6661, 21.8017, -0.0042, -0.0004, 0.0006
O, 13.6869, 10.4564, 12.873, 0.0001, -0.0009, 0.0012
O, 3.2321, 5.5695, 11.3143, -0.0061, 0.0069, -0.005
O, 8.5077, 11.807, 21.3139, 0.0007, -0.0003, -0.0011
O, 10.279, 5.4847, 14.3792, 0.0002, -0.0004, -0.0016
O, 1.3899, 6.574, 9.3808, -0.0349, 0.0223, -0.0137
O, 4.1132, 3.1877, 11.1054, 0.0043, 0.0005, 0.0038
O, 11.4709, 12.4474, 13.3296, 0.0002, 0.0004, 0.0004
O, 8.8599, -0.8846, 13.0981, 0.0013, -0.0006, 0.0007
O, 11.1517, 8.6418, 13.6139, 0.0008, -0.0008, -0.0002
O, 7.037, 1.0883, 13.7247, 0.0006, 0.0003, 0.001
O, 5.5023, 2.7845, 15.2844, 0.0003, 0, 0.0004
O, 7.2831, 3.0497, 11.3208, 0.0011, 0.0019, 0.0034
O, 4.2236, 2.8844, 20.6345, -0.0013, 0.0024, 0.0043
O, 14.7933, 4.2299, 13.6032, 0.0003, 0.0001, 0.0005
O, 5.7478, 12.0761, 10.0591, -0.0002, -0.0016, 0.0032
O, -4.7261, 7.4334, 20.9291, 0.0013, -0.0004, 0.0001
O, 10.6838, 8.8411, 11.1313, 0.0015, -0.0038, 0.0014
O, 5.1762, -3.169, 15.6262, -0.0001, 0.0008, -0.0007
O, 5.2072, 5.4978, 19.4813, -0.0004, -0.0007, 0
O, 12.7907, 0.4857, 15.3154, 0.0006, 0, 0.0011
O, -2.3432, 5.3205, 12.2168, 0.0025, 0.001, 0.0003
O, 3.644, 7.4823, 20.1805, 0.0013, -0.0004, -0.0003
O, 11.0939, 6.4298, 12.1212, -0.0016, -0.003, -0.0005
O, 8.7903, -3.3271, 20.165, 0.0003, 0.0009, 0
O, 9.008, 8.5267, 15.2365, 0.0016, 0.0011, -0.0011
O, -0.7401, 6.8138, 16.7672, 0.0006, -0.0007, -0.0005
O, 6.1353, 1.152, 20.0288, 0.0006, 0.0004, 0.0002
O, 7.4374, -1.0847, 19.9464, 0.0007, -0.0002, -0.0004
O, 2.9072, 3.162, 15.9035, 0.0005, -0.0004, -0.0002
O, 5.4427, -5.4607, 16.8613, 0.0004, -0.0004, 0.0005
O, 7.9917, 2.1449, 15.9655, 0.0003, -0.0003, 0
O, 10.3337, -0.2202, 15.1166, 0.0005, -0.0006, 0.0006
O, 6.7451, 10.3001, 11.6698, 0.0006, -0.0003, 0.0017
O, 12.0197, 4.9946, 16.3917, -0.0005, 0.0001, -0.0005
O, 1.1789, 2.9481, 18.1166, 0.0002, -0.0001, -0.0009
O, 10.6976, 2.2501, 15.7441, 0.0004, -0.0003, 0.0001
O, 6.5674, 9.5104, 14.2367, 0.0005, -0.0005, 0.0012
O, 3.2107, -6.3325, 18.0244, 0.0015, 0.0002, -0.0003
O, 7.5331, 7.0568, 16.7628, 0.0002, -0.0003, 0.0006
O, 5.542, 3.197, 18.4008, 0.0005, -0.0001, 0.0013
O, 5.4994, 7.7995, 18.2807, 0.0005, 0, 0
O, -1.8986, -1.9825, 17.9098, 0.0006, -0.0004, -0.0002
O, 1.5934, 2.3036, 11.0165, 0.0003, -0.003, 0.0038
O, 10.0833, 9.9991, 20.1463, 0.0002, -0.0003, -0.0002
O, 2.213, -2.7508, 11.7781, -0.0016, -0.0022, -0.0001
O, 4.4452, 8.416, 13.1228, 0.0002, 0.0003, 0.0014
O, 9.2661, -0.6121, 9.6224, 0, -0.0042, 0.0027
O, 7.4664, 14.6327, 13.8482, 0.0008, -0.0002, 0.001
O, 3.7078, 1.6412, 13.8688, 0.0001, -0.0002, 0.0009
O, 9.9863, 1.5216, 11.206, 0.0015, 0.0015, 0.0028

Results
free energy: -129406.941 eV
free energy less fixed offsets of O -568.88, Si -635.61 eV per atom: 3.979 eV

The program warned: the cutoff lies below the one the program advises for these potential files; the forces do not sum to zero within the program's tolerance; the exchange-correlation potential is rough where the density is thin.
